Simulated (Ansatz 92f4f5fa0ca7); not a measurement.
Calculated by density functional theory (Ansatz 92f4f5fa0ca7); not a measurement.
Periodic cell of 267 atoms, Si160O101As6, from a study of silicon, its oxide and their interface. The atomic structure is a simulated model.
Doubt: the cutoff is far below the 930 eV that the study's wrapper takes by default for these files, so forces and energies are approximate.
This geometry differs little from another in the collection (a relaxation step or a small displacement).

Settings: functional PBE; potential files Ansatz PAW; basis plane waves; wave-function cutoff 580 eV; density cutoff ratio 5; exchange-correlation grid ratio 1; k mesh 1 x 1 x 1, Gamma-centred; self-consistency stop 5e-08 eV per atom in the density residual; occupations fixed; spin none; net charge 0.

Cell vectors (angstrom)
a 11.6015 0 0
b 0 13.3963 0
c 0 0 30.9128

Atoms: element, x, y, z (angstrom)
Si 0.1043 -0.0635 24.1746
As 3.9066 0.039 23.9056
Si 7.7035 0.0239 24.1224
Si 1.8371 3.3267 24.2655
Si 5.6169 3.4535 24.0042
Si 9.6993 3.6389 24.1121
Si -0.0783 6.7143 24.3959
As 3.8348 6.7486 24.0655
As 7.7152 6.7079 24.0097
Si 2.1986 9.9845 24.1025
Si 5.7318 10.1282 24.2159
Si 9.7192 10.0196 24.2395
Si -0.0991 2.2288 24.9766
Si 3.8312 2.214 24.974
Si 7.7012 2.3608 24.6652
Si 1.9305 5.59 25.0536
Si 5.7615 5.6323 25.0059
Si 9.5683 5.6896 25.2457
Si 0.1274 8.9914 24.9441
Si 3.9437 8.8781 25.1843
Si 7.7105 8.9413 24.9494
Si 2.0638 12.2574 24.9601
Si 5.7739 12.3631 25.0392
Si 9.6793 12.2994 24.9326
Si -0.0479 2.2129 27.3519
Si 3.8457 2.2424 27.3454
Si 7.7189 2.2702 27.1864
Si 1.9173 5.5647 27.3995
Si 5.7811 5.5613 27.3608
Si 9.6317 5.5975 27.5342
Si 0.0486 8.9607 27.3357
Si 3.8936 8.9362 27.5021
Si 7.7253 8.9646 27.3305
Si 1.9681 12.2505 27.327
Si 5.8161 12.3057 27.3808
Si 9.681 12.2828 27.3289
Si 1.9177 1.1023 28.1219
Si 5.8064 1.1515 28.1147
Si 9.6207 1.1181 28.1117
Si -0.0146 4.4507 28.1628
Si 3.8525 4.4585 28.1616
Si 7.6983 4.4383 28.1615
Si 1.9306 7.8085 28.1705
Si 5.8358 7.7989 28.1631
Si 9.6773 7.8629 28.1448
Si 0.0219 11.1822 28.1389
Si 3.8905 11.19 28.1798
Si 7.7483 11.1776 28.1424
Si 1.9336 1.1164 30.5179
Si 5.8008 1.1164 30.5179
Si 9.6679 1.1164 30.5179
Si 0 4.4654 30.5179
Si 3.8672 4.4654 30.5179
Si 7.7343 4.4654 30.5179
Si 1.9336 7.8145 30.5179
Si 5.8008 7.8145 30.5179
Si 9.6679 7.8145 30.5179
Si 0 11.1635 30.5179
Si 3.8672 11.1635 30.5179
Si 7.7343 11.1635 30.5179
Si 0 0 0.3944
Si 3.8672 0 0.3944
Si 7.7343 0 0.3944
Si 1.9336 3.3491 0.3944
Si 5.8008 3.3491 0.3944
Si 9.6679 3.3491 0.3944
Si 0 6.6981 0.3944
Si 3.8672 6.6981 0.3944
Si 7.7343 6.6981 0.3944
Si 1.9336 10.0472 0.3944
Si 5.8008 10.0472 0.3944
Si 9.6679 10.0472 0.3944
Si 0.0419 -0.0414 2.7663
Si 3.8972 0.006 2.8257
Si 7.7451 -0.0306 2.7696
Si 1.9474 3.3167 2.7918
Si 5.783 3.3378 2.7534
Si 9.6859 3.3423 2.7434
Si -0.0086 6.6802 2.786
Si 3.8395 6.6944 2.762
Si 7.7603 6.6557 2.7805
Si 1.9958 10.0548 2.7845
Si 5.8314 10.0684 2.7905
Si 9.7399 10.0023 2.7045
Si -0.0051 2.1857 3.5145
Si 3.8898 2.2319 3.6545
Si 7.7395 2.227 3.4485
Si 1.9045 5.5489 3.5675
Si 5.77 5.5815 3.5034
Si 9.6953 5.5205 3.6407
Si 0.0753 8.9365 3.5594
Si 3.9235 8.916 3.5838
Si 7.7935 8.9216 3.4265
Si 1.9725 12.2728 3.6541
Si 5.8223 12.3078 3.6869
Si 9.7074 12.2039 3.4629
Si -0.0453 2.0843 5.8647
Si 3.9177 2.2665 6.0789
Si 7.7955 2.2572 5.776
Si 1.8659 5.562 5.9437
Si 5.7575 5.5962 5.8558
Si 9.738 5.5271 6.0602
Si 0.0951 8.893 5.9234
Si 3.9241 8.8687 5.961
Si 7.8951 8.9343 5.7202
Si 1.9996 12.2712 6.1013
Si 5.9187 12.3131 6.1353
Si 9.7068 12.0599 5.7841
Si 1.9394 1.1706 6.7993
Si 5.9685 1.3241 6.9238
Si 9.5641 0.8504 6.4964
Si 0.0435 4.2146 6.8609
Si 3.796 4.5429 6.7877
Si 7.6647 4.497 6.6191
As 1.9672 7.7737 6.9815
Si 6.0265 7.8191 6.5864
As 9.7691 7.8055 6.8688
Si 0.048 11.112 6.8709
Si 3.9544 11.0825 6.836
As 7.8569 11.0344 6.9375
O 11.8748 3.7346 8.4879
O 9.1799 0.3313 8.0699
O 3.9524 10.919 8.4946
O 6.3034 1.8908 8.5153
O 3.491 4.6592 8.4361
O -0.0602 11.205 8.5559
O 6.5194 7.7588 8.1872
O 7.1739 4.4459 8.2393
O 1.798 1.4921 8.4497
O 2.7197 9.7437 22.4901
O 0.3858 -0.2732 22.5326
O 9.9311 4.2069 22.5264
O 11.2312 6.6244 22.7581
O 5.2176 3.5262 22.3536
O 5.3363 10.302 22.5815
O 1.5179 3.1523 22.6331
O 9.7993 9.8298 22.5975
O 7.519 -0.1782 22.4707
Si 7.2105 8.3922 9.5082
Si 9.3919 11.9475 14.0836
Si 3.405 7.6971 11.373
Si 4.6538 4.5552 21.1972
Si 7.505 -0.7737 16.1048
Si 11.3972 6.4227 14.8227
Si 2.7247 -0.3801 14.2917
Si 4.2101 10.863 18.7127
Si 9.2746 6.2375 17.0328
Si 8.3168 12.8951 21.0887
Si 1.6903 8.7885 13.8557
Si 6.8577 3.1666 14.736
Si 5.9446 6.3132 11.364
Si 1.5553 1.3387 19.314
Si 7.1883 1.1267 18.6145
Si 11.961 24.1218 10.0693
Si 6.9911 7.5085 15.4514
Si 1.5913 17.3014 21.1892
Si 4.1251 9.7647 21.5983
Si 3.4123 10.3575 15.9537
Si 17.8241 10.8101 11.0341
Si -4.311 3.0868 9.1385
Si 9.7495 10.3116 21.0517
Si -0.3147 12.869 21.0791
Si 8.0677 17.1065 17.5244
Si 13.196 3.8497 11.7546
Si 2.2849 1.6565 16.4383
Si 12.2714 2.3338 9.304
Si 5.3834 5.1402 18.4201
Si 6.2309 9.9983 16.9282
Si 9.4331 14.6496 9.3874
Si 4.792 18.8329 15.5031
Si 4.2703 14.0167 18.429
Si 7.7814 4.1007 12.0143
Si 10.523 19.0048 11.9948
Si 8.0201 9.4081 13.1671
Si 9.9115 -4.9543 10.7562
Si 5.7255 13.8551 13.9288
Si 0.5247 11.6025 12.8469
Si 15.2341 5.2125 9.9551
Si 7.7544 -0.1358 11.6936
Si 2.1017 4.2794 14.7466
Si 17.3482 7.2246 20.4557
Si -0.9586 5.4883 21.7403
Si 3.5693 10.4811 10.0105
Si 8.898 7.4999 19.9372
O 7.5508 13.5493 19.8408
O 1.906 0.7478 15.144
O 3.7577 14.5623 16.9723
O 3.1032 14.2518 19.5392
O 4.6273 11.2321 11.0376
O 3.0861 10.3828 17.585
O 7.0253 8.6305 16.6274
O 5.3488 6.6929 18.9538
O 11.4997 11.6927 11.3237
O 7.3831 13.8044 17.1831
O 5.4851 5.9463 21.4614
O 7.3077 24.5998 16.854
O 7.8318 16.4875 16.0341
O 7.4681 8.1339 14.0174
O 6.8314 5.3888 12.3508
O 11.001 11.9845 13.9556
O 9.8075 0.1666 21.1704
O 9.402 18.0513 17.4874
O 4.9316 17.5276 19.6319
O 8.8325 8.6159 9.5298
O -2.802 12.6754 12.7685
O 12.5931 23.4845 13.1978
O 10.4044 6.0472 13.5711
O 4.1496 13.5418 13.7018
O -0.9925 6.6885 16.2215
O 0.7966 5.1745 15.0788
O 9.0403 7.1716 18.3456
O -2.404 9.0086 12.1131
O 2.9568 11.765 15.3006
O 9.5989 6.2561 20.7482
O 1.8952 3.4958 13.3195
O 5.4671 6.917 15.3421
O 1.7982 -0.7926 13.0151
O 11.2679 9.2642 10.3483
O 7.0833 3.322 10.7439
O 8.0421 6.3684 15.9532
O 7.3309 7.6532 20.4348
O 4.7511 7.1215 12.1247
O 2.4141 8.0456 12.5974
O 11.026 14.7181 9.5688
O 8.7398 10.4502 14.197
O 16.8333 5.4201 10.1974
O 11.0741 11.2619 20.7365
O 15.3863 8.9134 10.3708
O 12.0062 4.979 11.7034
O 1.1284 2.5934 10.8423
O 3.3887 5.2945 14.6895
O 8.9977 12.7326 15.4528
O 0.5708 7.7958 14.4591
O 3.0191 4.7166 21.2248
O 8.8827 2.7277 8.9648
O 6.3942 -0.6691 14.9043
O 14.4288 6.6034 10.2929
O 5.5656 9.9771 18.4274
O 7.7752 3.2117 13.3809
O 9.3255 4.5308 11.6772
O 8.1217 2.4743 18.5987
O 2.3088 16.5977 15.9436
O 2.6791 9.171 15.1048
O 6.5007 0.5462 12.4881
O 9.6439 8.9523 20.1579
O 8.4393 11.2797 20.831
O 14.6405 4.2167 11.0899
O 5.8751 1.8822 14.6798
O 6.4632 9.8056 9.7815
O 18.3264 10.1128 12.4317
O 8.6253 0.8274 10.7233
O 5.0329 10.1713 15.8195
O 6.8881 18.1202 17.9977
O 1.4259 16.1863 20.021
O 4.4639 5.0796 17.0771
O 5.6049 1.4706 18.7922
O 3.7866 24.093 20.2805
O 4.7018 8.3659 20.9669
O 4.5953 12.4204 18.3868
O 6.9968 7.3624 10.7392
O -1.2566 6.8926 11.0053
O 0.5597 13.6007 19.9241
O 1.2514 1.4838 17.704
O 7.1352 12.1149 10.7264
O 1.986 -2.6358 10.2203
O 5.8738 4.4287 14.861
O 11.9476 4.9281 20.9284

Results
free energy: -188292.821 eV
free energy less fixed offsets of As -4856.12, O -568.88, Si -635.61 eV per atom: -1.621 eV

Forces (eV/angstrom), in the order of the atoms: element, x, y, z
Si -0.0163 0.0647 0.005
As 0.0129 0.0008 0.0599
Si 0.0236 0.0261 0.0433
Si 0.0353 -0.0996 0.091
Si 0.0971 -0.0498 0.0609
Si -0.0121 -0.1729 -0.0189
Si 0.0102 0.1095 0.028
As -0.0095 0.0302 0.0481
As 0.0067 -0.0018 0.0702
Si -0.0449 0 0.0219
Si -0.0826 -0.0553 0.0414
Si -0.0265 -0.0786 0.0824
Si -0.0534 0.0684 -0.0989
Si -0.0258 0.0787 -0.1058
Si -0.0494 0.0817 -0.0234
Si 0.0241 -0.0281 -0.1204
Si -0.0381 -0.0766 -0.1332
Si -0.0102 0.033 -0.1452
Si 0.0605 0.0408 -0.0624
Si 0.0149 0.0523 -0.0375
Si 0.0692 0.0661 -0.1248
Si -0.0066 -0.0793 -0.1417
Si 0.0332 -0.0133 -0.1424
Si -0.0231 -0.0266 -0.0509
Si 0.0347 0.0081 -0.05
Si 0.0118 -0.0637 -0.0319
Si 0.0055 -0.0563 -0.0945
Si 0.0229 0.067 -0.0255
Si 0.0324 0.0967 0.0216
Si -0.0574 0.0286 -0.0085
Si -0.0354 -0.0412 -0.0431
Si -0.026 -0.0683 -0.0846
Si -0.0148 -0.1023 -0.0138
Si 0.017 0.0885 0.0595
Si -0.0408 0.0386 0.0515
Si 0.0114 0.0241 -0.0846
Si -0.0088 -0.004 0.0641
Si 0.0316 0.0389 0.0703
Si -0.0637 0.0369 0.0887
Si 0.0224 -0.0946 0.0245
Si -0.0349 -0.0046 -0.0158
Si 0.0034 -0.0412 0.0306
Si 0.0289 0.0127 0.0415
Si -0.0116 -0.0142 0.0633
Si 0.0258 0.07 0.0466
Si -0.0263 -0.0571 0.0306
Si 0.0182 0.0002 -0.0126
Si 0.0325 0.0095 0.0152
Si -0.0475 -0.0245 -0.1831
Si 0.0978 0.1396 -0.207
Si -0.1888 0.0347 -0.1586
Si 0 -0.076 0.1266
Si 0.0194 -0.0514 0.0905
Si -0.1353 -0.1661 0.0831
Si -0.0421 -0.0508 0.1886
Si 0.1095 -0.0872 0.2336
Si 0.0367 0.2341 -0.0721
Si -0.0322 0.0402 -0.1245
Si -0.0048 0.0595 0.218
Si 0.0423 0.0389 -0.0345
Si 0.1737 -0.1152 -0.0402
Si 0.0222 -0.0218 0.3483
Si -0.0559 -0.1002 0.0645
Si 0.0773 -0.0379 0.1779
Si -0.0909 -0.0224 0.0254
Si 0.0565 0.06 -0.1481
Si -0.0499 0.0124 0.1398
Si -0.1098 0.0253 -0.0174
Si 0.0845 -0.1174 0.0705
Si 0.1081 0.0832 0.1294
Si -0.0392 0.144 0.1541
Si 0.1527 -0.1373 -0.4129
Si 0.0274 -0.03 -0.0537
Si -0.0663 0.0054 -0.0703
Si 0.0095 -0.0529 -0.0772
Si 0.0185 -0.0157 -0.0432
Si -0.0096 0.0474 -0.0381
Si -0.004 -0.0705 -0.0311
Si -0.023 0.0338 -0.0598
Si -0.0385 -0.0151 -0.0475
Si 0.0238 -0.0722 -0.0682
Si 0.0623 0.032 -0.025
Si 0.0111 0.0939 -0.0314
Si -0.0002 -0.0007 -0.0115
Si -0.0108 0.0009 0.0322
Si 0.0032 0.0007 0.036
Si -0.0119 -0.0181 0.0662
Si 0.0357 0.057 0.0392
Si 0.0324 -0.0204 0.0451
Si -0.0192 0.134 0.0463
Si -0.0833 -0.0922 0.015
Si -0.0664 -0.0105 0.007
Si 0.0661 0.0035 -0.0856
Si 0.0007 0.0304 0.0824
Si 0.072 -0.038 0.0668
Si -0.0645 0.0379 -0.0175
Si 0.0404 -0.08 0.0785
Si 0.0261 -0.0013 0.0482
Si 0.0103 0.0414 0.0628
Si -0.0717 -0.0389 0.0742
Si -0.047 0.0163 0.0673
Si -0.0441 -0.0179 0.1131
Si 0.0524 0.0468 0.1384
Si 0.087 -0.0139 0.1032
Si 0.0797 0.0304 0.1957
Si 0.004 -0.0108 0.0304
Si -0.056 0.015 0.0686
Si 0.0917 -0.1447 0.0766
Si -0.0131 -0.0181 -0.0566
Si -0.0014 -0.0133 -0.0564
Si -0.0469 0.1387 0.1018
Si 0.0139 0.1029 -0.0058
Si 0.0707 0.0392 -0.0569
Si 0.0213 -0.1004 -0.0068
As 0.0072 -0.0509 -0.06
Si -0.1204 -0.0492 -0.0181
As -0.039 0.0123 -0.1415
Si -0.0707 0.0086 -0.0954
Si -0.0082 0.0821 -0.0651
As -0.0098 0.0109 -0.0591
O -0.0088 -0.0385 -0.0124
O 0.0194 -0.0206 -0.0458
O 0.0004 -0.0388 -0.0078
O 0.0203 0.0234 0.0233
O 0.0003 0.0184 0.0545
O 0.0068 -0.0249 0.0478
O 0.0417 0.0398 -0.0094
O 0.0028 0.0508 -0.0238
O -0.0145 0.015 0.0047
O 0.0703 -0.0229 -0.0678
O -0.0133 -0.0183 0.0002
O 0.0316 0.0911 0.0097
O -0.0107 -0.0381 0.0588
O -0.0466 0.0551 -0.0752
O 0.0139 0.0045 -0.0393
O -0.0043 0.0459 0.0019
O 0 0.0173 -0.0043
O 0.0111 -0.0268 -0.0149
Si -0.0895 -0.0469 -0.0125
Si -0.0068 0.0071 -0.0107
Si 0.0068 -0.0116 0.0103
Si 0.0292 -0.0713 0.0553
Si -0.0214 0.0047 0.0088
Si -0.0037 -0.0085 -0.0057
Si -0.0014 -0.0052 0.0128
Si 0.007 0.003 0.0084
Si -0.0205 0.0017 0.006
Si 0.0208 0.0043 0.0185
Si 0.0026 -0.0164 -0.0032
Si 0.0191 0.0125 0.0057
Si -0.0276 -0.0177 0.0367
Si 0.0059 -0.0152 -0.003
Si -0.0153 0.0066 -0.0076
Si 0.0124 0.0425 -0.042
Si 0.0074 0.01 -0.0004
Si 0.0132 -0.0103 0.0104
Si -0.0539 0.0292 0.0887
Si -0.0017 0.002 0.0054
Si 0.0013 0.0244 0.0389
Si -0.0046 -0.0082 -0.0759
Si -0.0051 0.0063 -0.0006
Si -0.0161 0.0231 0.0032
Si -0.0144 0.0011 -0.0058
Si -0.0067 0.0014 0.0032
Si 0.0049 -0.0152 0.0197
Si 0.0042 -0.0072 -0.0352
Si 0.0051 0.0121 -0.0162
Si -0.0023 -0.0039 0.0066
Si 0.0279 0.0329 -0.0691
Si 0.0169 -0.0152 0.0184
Si -0.0102 -0.0055 -0.0063
Si 0.0026 0.0154 0.0301
Si 0.0195 -0.0363 0.0571
Si -0.025 0.001 0.0226
Si 0.0163 -0.015 0.0654
Si 0.0099 0.0096 0.0114
Si -0.0024 -0.0044 0.0144
Si -0.0049 -0.0046 -0.0247
Si -0.0101 -0.0093 0.0252
Si -0.0078 -0.0016 -0.0121
Si -0.0271 0.0318 -0.0195
Si -0.015 -0.0629 0.0232
Si 0.0048 0.0111 -0.0122
Si 0.0061 0.0159 -0.0241
O -0.0058 0.0076 -0.0097
O -0.003 -0.0024 -0.0142
O -0.0086 0.0034 -0.0041
O -0.0205 0.0075 0.0062
O 0.0083 0.0006 -0.0199
O -0.0024 -0.0087 -0.0171
O -0.0029 -0.001 -0.0002
O -0.0018 -0.0096 0.0323
O -0.0009 -0.0045 0.0026
O 0.0075 -0.0039 -0.0063
O 0.0146 0.0326 -0.0019
O 0.0016 0.0048 -0.0011
O -0.0074 0.003 0.0022
O 0.0006 0.0035 -0.0162
O 0.0006 -0.0005 -0.0273
O -0.0059 0 -0.0032
O 0.0152 -0.0375 0.0054
O -0.0217 -0.0045 -0.0044
O 0.0096 0.0153 0.0072
O 0.0424 0.0088 -0.0499
O 0.0055 -0.003 -0.0017
O -0.0055 0.0069 -0.0105
O 0.0061 0.0058 0.0062
O -0.0052 -0.0042 -0.0103
O 0.0035 0.0037 -0.0072
O 0.0048 -0.003 -0.005
O 0.0003 -0.0041 0.0062
O 0.0135 0.0014 -0.0578
O -0.0033 0.0041 -0.0091
O 0.0055 0.0039 -0.0005
O 0.0062 0.0105 0.0188
O -0.0008 -0.0032 -0.0075
O -0.0007 0.0012 -0.017
O -0.0405 -0.0353 -0.006
O -0.001 0.0048 -0.0072
O -0.002 0.0008 -0.0051
O -0.0205 -0.0108 0.0154
O -0.0026 0.012 -0.025
O -0.015 0.0125 -0.0034
O -0.0004 -0.001 -0.0094
O 0.0066 0.0085 -0.0114
O 0.0116 0.0099 -0.0264
O -0.0016 0.0118 0.008
O -0.0044 -0.0182 -0.0106
O -0.0042 0.0118 -0.0174
O 0.0112 0.0065 0.006
O -0.0134 -0.0068 -0.0088
O 0.0031 -0.0005 -0.0019
O -0.0005 -0.0103 0.0025
O -0.0466 -0.004 -0.0014
O -0.0234 0.0026 0.0119
O -0.0047 0.0067 -0.009
O 0.0031 0.0195 -0.0204
O 0.0034 0.0002 -0.0145
O -0.0066 -0.0078 -0.003
O -0.0054 0.0062 -0.0287
O -0.0024 0.0059 0.0008
O -0.0017 0.0188 -0.01
O 0.004 0.0062 0.0047
O -0.0068 0.0035 -0.007
O 0.0003 -0.0088 0.0145
O -0.0061 0.0064 0.0142
O -0.0135 -0.0072 -0.0059
O -0.0092 -0.0108 -0.0108
O 0.0111 0.0076 -0.0298
O 0.0063 0.0026 -0.0318
O -0.0071 -0.0115 -0.0052
O -0.0052 0.0007 -0.0096
O 0.0155 -0.0148 -0.0047
O 0.0082 0.0088 0.0232
O -0.0008 0.0005 -0.005
O 0.008 0.0048 0.0042
O 0.0042 0.0197 -0.0231
O 0.036 -0.0558 -0.0148
O -0.0031 0.0024 0.0046
O 0.0271 0.0229 -0.0426
O -0.0123 0.0362 -0.0366
O -0.0006 0.0155 0.0197
O 0.0031 0.0026 -0.0079
O 0.0056 -0.0174 -0.0178
O -0.0045 -0.0074 -0.0054
O -0.0223 0.0106 0.0002
O 0.0101 -0.0048 0.0091

The program warned: the cutoff lies below the one the program advises for these potential files; the forces do not sum to zero within the program's tolerance; the exchange-correlation potential is rough where the density is thin.
